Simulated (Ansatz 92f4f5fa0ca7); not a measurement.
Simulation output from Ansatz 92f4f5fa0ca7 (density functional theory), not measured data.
Periodic cell of 140 atoms, Si84O56, from a study of silicon, its oxide and their interface. The atomic structure is a simulated model.

Settings: functional r2SCAN; potential files Ansatz norm-conserving; basis plane waves; wave-function cutoff 1300 eV; density cutoff ratio 4; exchange-correlation grid ratio 1; k mesh 2 x 2 x 1, shifted by 0.5 0.5 0.5 of a step; self-consistency stop 5e-08 eV per atom in the density residual; occupations Fermi-Dirac, 0.05 eV; spin none; net charge 0.

Cell vectors (angstrom)
a 10.88 0 0
b 0 10.88 0
c 0 0 20.3112

Atoms and the computed forces on them: element, x, y, z (angstrom), force x, y, z (eV/angstrom)
Si -1.1864 -0.9541 -0.6764 -1.9861 1.7463 -1.6633
Si 0.2953 3.7791 -0.3993 1.7334 -3.2969 -7.0745
Si 0.6844 7.4509 -1.18 -3.1287 -1.5427 2.1706
Si 2.1772 8.78 1.851 -0.3484 -1.6142 -0.8973
Si 4.5355 -1.3084 -0.5855 -0.643 2.6007 0.7108
Si 5.8786 0.668 1.4614 2.2506 0.6523 0.9113
Si 5.3254 5.2324 0.2561 -3.0396 -2.645 1.6488
Si 6.5661 8.3983 -0.9403 0.9468 0.4264 -2.7426
Si -0.1709 4.6335 1.517 -3.616 0.2949 1.4365
Si 3.6551 3.7734 1.0537 1.021 0.8303 1.3995
Si 1.1357 6.5361 1.3959 0.24 1.1176 0.5906
Si 0.4679 9.9451 0.6987 1.1779 0.4426 1.2921
Si 4.4121 -1.1709 1.8283 -1.0794 2.9696 -3.5189
Si 8.929 -1.9647 1.4507 1.3166 2.2239 0.2333
Si 6.4599 6.7046 1.3187 -0.286 -2.0054 5.0299
Si 11.8935 12.2662 1.1899 1.5118 -0.8667 -0.3538
Si -0.0039 2.6824 2.7514 0.7414 0.0758 0.8817
Si 2.729 0.0415 2.7002 -0.9963 2.8349 0.3047
Si -0.0534 8.1721 2.7466 -0.7578 -0.2765 -0.3265
Si 2.7242 5.4872 2.7206 0.496 -1.4009 -0.3725
Si 5.4106 2.6946 2.7088 -0.7872 0.2638 -1.2137
Si 8.1603 0.0421 2.7332 -1.4674 -1.1465 -1.0398
Si 5.4018 8.1483 2.7144 1.8028 -2.9315 3.1385
Si 8.1534 5.4943 2.7712 -0.8668 -1.5602 -1.7996
Si 1.36 4.08 4.0929 0.4342 -0.2952 0.1317
Si 4.08 1.36 4.0929 -0.0953 0.2778 0.5789
Si 1.36 9.52 4.0929 0.198 -0.3591 0.3302
Si 4.08 6.8 4.0929 -0.4104 0.0623 0.1554
Si 6.8 4.08 4.0929 0.0765 -0.2196 -0.1906
Si 9.52 1.36 4.0929 -0.5729 0.1687 -0.1492
Si 6.8 9.52 4.0929 0.4319 0.0776 0.0689
Si 9.52 6.8 4.0929 0.4291 0.0584 0.7138
Si 0 0 5.4572 -0.419 0.493 0.2932
Si 2.72 2.72 5.4572 0.1031 0.3273 0.6814
Si 0 5.44 5.4572 0.3803 -0.287 -0.2096
Si 2.72 8.16 5.4572 0.1682 -0.315 0.2496
Si 5.44 0 5.4572 -0.3767 -0.0432 -0.1369
Si 8.16 2.72 5.4572 0.0867 0.0871 -0.5867
Si 5.44 5.44 5.4572 0.1084 -0.5428 0.2495
Si 8.16 8.16 5.4572 -0.3605 -0.1557 0.3043
Si 1.3782 1.3528 6.8327 0.5253 -1.5585 -0.3359
Si 4.0824 4.1009 6.9002 -0.3796 1.1866 -1.0388
Si 1.3823 6.7707 6.8435 0.0737 0.7254 -0.2381
Si 4.0931 9.5052 6.7763 0.1241 -0.8238 0.777
Si 6.7774 1.3936 6.7729 -0.7591 -0.1162 -0.9797
Si 9.5918 4.0027 6.7553 -1.5154 -0.2066 1.5312
Si 6.8207 6.7643 6.8483 0.3347 0.5528 0.6319
Si 9.5171 9.5022 6.8192 0.8776 -0.3402 -0.1767
Si 1.7057 5.4982 8.9072 0.5367 -4.0594 -3.569
Si 7.4216 2.277 8.8051 -0.2442 -0.1784 0.7373
Si 3.1219 8.6842 9.6605 0.7605 -1.084 0.5648
Si 3.6765 6.467 8.0059 0.0619 -0.5633 -1.0425
Si 5.0304 2.7639 8.4247 1.4694 -0.3215 -0.0074
Si 7.9535 -0.2088 7.972 -0.7467 0.5564 0.7125
Si 5.4327 8.0586 8.5068 -0.3998 0.0345 -2.1305
Si 7.8899 5.2289 8.393 0.6123 -1.0986 -0.9027
Si 3.4047 5.6505 10.4017 1.1546 -1.6072 2.3233
Si 3.9283 1.2364 9.7991 0.4528 -0.5024 1.6134
Si 0.0345 13.4397 8.1903 0.6494 1.6364 0.7612
Si 2.2118 10.085 8.0334 -0.3299 1.674 -0.3582
Si 5.8144 5.2509 9.8748 2.3412 -0.8065 1.3091
Si 8.2219 3.9115 10.8109 -0.894 -0.0465 -0.0483
Si 6.3687 10.4202 9.6715 1.6387 -0.5754 -0.994
Si 10.6383 7.4742 9.4325 -0.7131 0.1001 1.4482
Si 2.2656 -3.06 14.8371 -0.4554 -7.4 -7.4117
Si -0.8399 7.5395 14.6913 -0.3888 1.6891 1.1394
Si 8.1628 6.7562 11.5231 -2.0316 1.1803 -0.1039
Si 5.6539 1.8746 15.6119 -1.705 -6.2953 -2.9027
Si 6.196 -4.9099 17.8325 3.2028 -5.5817 -0.3203
Si -0.5182 1.7052 11.172 -0.6916 2.5396 -1.836
Si 1.8734 3.4309 12.3302 -0.3984 -2.8691 -1.8565
Si 8.143 -5.911 14.3295 2.1018 -2.0067 -3.0724
Si 14.5551 11.8449 17.8515 2.6801 -1.8865 0.9619
Si 6.9022 9.223 12.4592 -6.5466 -2.7104 0.8644
Si -0.99 1.9543 18.1387 2.6401 2.3389 -1.502
Si 3.8942 1.4129 12.8557 -0.1481 -0.7694 -1.6956
Si 12.7765 3.0714 17.3755 -4.6085 2.7611 0.6319
Si 13.3742 -1.7855 17.5615 -1.1407 1.6644 2.961
Si 8.7424 1.9946 15.2797 -5.5519 -1.462 -0.5813
Si -2.0531 7.545 17.7511 -0.0615 -3.7868 -0.6757
Si 3.7947 -1.4233 12.8561 1.7325 -6.1655 -3.6128
Si 9.3829 -11.199 13.3106 -0.4289 -0.991 1.9046
Si 13.3958 15.6207 14.7069 2.2549 -2.0877 0.3612
Si 5.3846 4.5807 15.3379 0.8975 4.7998 0.7741
O -1.1252 7.4854 -3.9062 0.576 0.7928 -2.2005
O 1.0102 -2.4699 -2.3881 1.791 1.7299 -2.2221
O 1.3747 2.3767 -0.1201 -2.2552 -0.281 1.4935
O 3.1159 2.3808 -2.3262 1.8369 1.1483 1.3812
O -1.9911 4.3538 1.6712 1.3888 2.6602 0.6511
O 0.6505 2.0352 -2.7919 -2.5746 -1.9931 -1.2204
O 7.8791 5.9527 -2.7328 -1.0492 2.6564 0.4413
O 4.4108 0.3752 -1.1308 0.5631 -2.0962 0.513
O 4.5342 0.9908 -3.7792 3.4821 1.0428 -2.4315
O 9.7463 3.3725 -1.3938 1.6646 -0.2118 2.4966
O 8.9481 2.2018 -3.4976 1.0264 0.0513 0.0649
O 5.7714 7.302 -1.9409 -0.8682 5.1852 3.0562
O 5.7345 4.7932 -1.1906 1.6235 1.5489 -4.455
O 7.2545 7.5661 0.3302 2.0002 3.5862 -5.2073
O 7.9017 8.8323 -2.1954 -2.0451 -1.3057 1.254
O 3.0518 3.8475 11.4142 1.4151 3.8007 -2.2864
O 0.6717 6.0999 9.8461 -4.4224 3.0906 3.4464
O 4.695 1.5351 11.4146 -1.8413 -1.2008 -1.1425
O 3.2768 -2.1685 19.0182 0.7372 0.3711 -2.1593
O -0.1015 12.4133 9.5231 -1.8988 0.4161 0.4931
O 0.8021 14.9817 8.3997 1.2496 -0.3744 0.9299
O 3.348 8.9782 11.2211 0.4819 1.6235 1.5482
O 8.4158 5.1168 12.0724 0.4556 1.4182 0.7511
O 7.3858 7.7346 12.7012 1.8936 -1.7275 -0.6573
O 8.8169 -4.526 14.3822 3.7064 1.8302 0.2964
O 6.5775 3.8299 10.7295 -0.6595 1.7472 0.7435
O 13.1488 3.8937 16.0114 -0.9328 -2.9315 2.0861
O 4.8335 10.7188 9.4179 -0.8093 1.5153 0.0903
O 6.4812 9.4829 10.9596 0.6453 0.6469 -1.2629
O 0.7723 13.5034 11.4234 -2.4611 1.8518 0.9078
O 9.4071 7.7094 10.9502 -0.2248 -2.3642 -0.5799
O 2.6379 -0.1479 17.5372 -3.215 -3.9094 -1.0113
O 1.4696 4.3654 13.579 -0.5562 -0.1856 -0.9671
O -1.2243 9.1041 14.2505 0.4426 0.8851 -1.3128
O 5.3396 9.3572 13.2119 3.7634 -0.0159 -1.1254
O 10.1234 0.3831 12.04 0.6222 -1.8088 0.1956
O 11.6046 -3.4475 13.9391 -1.1742 1.0572 3.8549
O 8.8716 2.5543 11.5231 2.0564 -0.2529 -1.0187
O 15.0334 4.5017 14.3952 -2.2279 -0.1557 -1.0525
O 2.4436 -4.7418 15.2591 -0.4492 7.2228 0.7579
O -1.4784 0.7025 18.9466 0.3338 -2.241 1.1369
O -1.1044 7.1687 19.0314 2.5417 0.454 -0.3748
O 9.4095 0.9246 14.3572 1.7453 -0.5305 0.0561
O 5.6763 -7.5537 16.2302 0.637 -0.4243 0.3597
O 14.1489 8.0338 13.4665 -2.8497 0.5526 3.7268
O 13.3024 1.9779 12.7423 0.6009 0.4035 2.8557
O 6.7532 6.5801 10.6365 0.0349 -1.3351 -0.693
O 3.3447 10.8079 13.3082 -1.9259 2.2208 0.7549
O -4.2213 5.1071 14.4538 -3.9289 -0.196 0.2044
O 4.9207 1.7173 13.9656 2.8545 2.1602 4.8348
O 1.2747 -6.8054 18.4893 -0.2413 2.8861 1.8284
O 7.8576 -11.4879 12.9453 2.6865 3.3221 0.9614
O 13.5923 -2.2995 16.0592 0.9583 2.1573 2.5776
O 8.4401 -7.4914 14.4014 1.719 0.1672 1.328
O 5.4168 5.8484 16.4518 -1.0538 -2.0818 -1.0356
O 17.9662 1.0885 15.3707 0.733 3.3474 0.4975

Results
free energy: -35828.717 eV
free energy less fixed offsets of O -463.61, Si -117.95 eV per atom: 41.243 eV
pressure: -0.40 GPa
stress xx, yy, zz, yz, xz, xy (GPa, positive in tension): 0.58, 0.5, 0.12, -1.82, -1.38, 1.46
